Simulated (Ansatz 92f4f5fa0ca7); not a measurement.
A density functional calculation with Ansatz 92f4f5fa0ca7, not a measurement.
Periodic cell of 447 atoms, Si304O143, from a study of silicon, its oxide and their interface. The atomic structure is a simulated model.
Doubt: the cutoff is far below the 930 eV that the study's wrapper takes by default for these files, so forces and energies are approximate.

Settings: functional PBE; potential files Ansatz PAW; basis plane waves; wave-function cutoff 580 eV; density cutoff ratio 5; exchange-correlation grid ratio 1; k mesh 1 x 1 x 1, Gamma-centred; self-consistency stop 5e-08 eV per atom in the density residual; occupations fixed; spin none; net charge 0.

Cell vectors (angstrom)
a	15.4691	0	0
b	0	15.4691	0
c	-2.03	-4.9548	33.6214

Atoms and the computed forces on them: element, x, y, z (angstrom), force x, y, z (eV/angstrom)
Si	-1.372	-4.919	23.602	0.002	-0.001	0
Si	-1.223	-1.1	23.642	-0.002	-0.004	-0.001
Si	-1.423	-12.677	23.396	-0.024	-0.001	0.016
Si	-1.361	-8.78	23.533	0	0.003	-0.007
Si	1.033	-4.933	23.612	0.003	0	-0.004
Si	1.155	-1.102	23.696	0.004	0.001	0.009
Si	0.998	-12.719	23.266	0.034	-0.002	-0.02
Si	1.063	-8.823	23.505	0.001	0.003	-0.004
Si	6.443	-4.962	23.562	-0.011	0.005	-0.008
Si	6.506	-1.123	23.431	-0.003	0.003	-0.004
Si	6.333	-12.663	23.357	0.008	-0.001	-0.006
Si	6.348	-8.839	23.729	-0.01	0.002	0.003
Si	-6.623	-4.946	23.384	0.012	-0.003	0.001
Si	-6.529	-1.069	23.395	0.009	-0.001	0.002
Si	-6.662	-12.62	23.374	-0.008	0	-0.005
Si	-6.685	-8.857	23.551	0.016	-0.002	0.002
Si	-1.904	-3.006	24.865	-0.007	0	-0.009
Si	-1.952	0.878	24.704	-0.005	0.002	0.003
Si	-1.976	-10.757	24.695	-0.002	0.007	0.004
Si	-1.957	-6.869	24.782	-0.004	-0.006	0.001
Si	1.759	-3.05	24.854	-0.004	0.003	0.001
Si	1.737	0.935	24.688	-0.006	-0.004	0.01
Si	1.711	-10.82	24.597	-0.001	-0.002	0.003
Si	1.716	-6.897	24.746	-0.001	0	0
Si	5.866	-3.003	24.756	0.007	-0.003	-0.004
Si	5.815	0.841	24.609	-0.001	0.001	0.002
Si	5.79	-10.836	24.813	0.003	-0.005	0.002
Si	5.801	-6.857	24.839	-0.002	0.003	0.004
Si	-5.966	-3.02	24.648	-0.004	0.002	-0.004
Si	-6.013	0.9	24.631	-0.003	0.002	0
Si	-6.048	-10.773	24.754	-0.006	-0.009	0.002
Si	-6.015	-6.869	24.677	-0.001	0.004	0.01
Si	-3.982	-3.016	25.996	0.004	-0.002	0.009
Si	-3.994	0.865	25.947	0.005	0.002	0.001
Si	-3.993	-10.766	25.978	0.003	-0.001	-0.001
Si	-4.003	-6.883	25.983	0	0.003	0.002
Si	-0.078	-3.024	26.327	0.01	0.002	0.007
Si	-0.104	0.904	26.19	0.001	-0.001	0.003
Si	-0.104	-10.793	26.149	0.002	0.002	-0.003
Si	-0.111	-6.892	26.246	0.001	-0.003	-0.001
Si	3.825	-3.025	26.02	-0.003	0	0.008
Si	3.788	0.867	25.928	0.001	0	-0.001
Si	3.714	-10.789	25.961	0	-0.002	0.002
Si	3.743	-6.873	26.023	0.004	0.003	0.004
Si	7.703	-3.011	26.203	0.004	-0.006	0.002
Si	7.63	0.847	26.141	0.004	0.006	0.001
Si	7.628	-10.798	26.273	0.002	-0.004	0.003
Si	7.673	-6.884	26.247	0.003	0.005	-0.001
Si	-3.966	-4.953	27.396	-0.003	-0.003	-0.004
Si	-3.988	-1.068	27.377	-0.002	0.002	-0.001
Si	-3.964	-12.694	27.385	-0.002	0.004	0
Si	-3.985	-8.826	27.381	-0.002	-0.001	0
Si	-0.085	-4.975	27.6	-0.003	0.003	0.011
Si	-0.089	-1.036	27.55	-0.003	-0.001	0.006
Si	-0.094	-12.671	27.549	-0.004	-0.001	0.01
Si	-0.1	-8.858	27.516	-0.002	0.001	0.001
Si	3.788	-4.95	27.426	0	-0.003	-0.002
Si	3.78	-1.063	27.373	0.003	0.002	0
Si	3.771	-12.7	27.383	0.001	0.001	0.001
Si	3.752	-8.841	27.377	0.005	-0.002	0.001
Si	7.674	-4.941	27.552	0.003	0.002	0
Si	7.652	-1.071	27.512	0.001	-0.001	0.005
Si	7.643	-12.735	27.557	0.003	0	0.001
Si	7.635	-8.832	27.557	-0.002	-0.001	0.013
Si	-2.066	-4.959	28.848	0.003	0.001	-0.005
Si	-2.068	-1.076	28.824	0.007	0	-0.001
Si	-2.06	-12.688	28.835	0.002	0	-0.004
Si	-2.065	-8.83	28.82	0.006	-0.003	0
Si	1.884	-4.954	28.859	0	0.003	-0.003
Si	1.876	-1.075	28.832	-0.003	-0.001	0
Si	1.87	-12.693	28.835	-0.002	-0.002	-0.004
Si	1.856	-8.829	28.827	-0.001	0.001	0.001
Si	5.702	-4.956	28.841	0	-0.001	-0.001
Si	5.688	-1.08	28.819	0	-0.001	-0.002
Si	5.673	-12.694	28.835	0.001	0.004	-0.003
Si	5.662	-8.825	28.829	-0.002	0	-0.001
Si	9.618	-4.953	28.85	-0.005	0.001	0
Si	9.594	-1.077	28.833	-0.001	0.001	-0.002
Si	9.607	-12.698	28.838	-0.004	-0.003	0.001
Si	9.597	-8.826	28.841	-0.001	0.001	-0.002
Si	0	1.934	2.05	-0.012	-0.127	-0.227
Si	0	5.801	2.05	-0.069	0.186	-0.191
Si	0	-5.801	2.05	-0.022	-0.099	0.191
Si	0	-1.934	2.05	0.045	-0.119	0.138
Si	3.867	1.934	2.05	0.122	-0.092	-0.16
Si	3.867	5.801	2.05	0.158	0.184	-0.025
Si	3.867	-5.801	2.05	0.095	-0.108	0.306
Si	3.867	-1.934	2.05	0.141	-0.042	0.142
Si	7.734	1.934	2.05	-0.272	-0.024	-0.207
Si	7.734	5.801	2.05	-0.201	0.172	-0.097
Si	7.734	-5.801	2.05	-0.251	-0.161	0.165
Si	7.734	-1.934	2.05	-0.381	0.052	-0.062
Si	11.602	1.934	2.05	0.23	-0.068	-0.283
Si	11.602	5.801	2.05	0.033	0.258	-0.07
Si	11.602	-5.801	2.05	0.106	-0.078	0.209
Si	11.602	-1.934	2.05	0.241	0.05	-0.063
Si	-1.923	1.882	3.409	0.001	0.003	0.004
Si	-1.93	5.87	3.412	0.003	0	0.002
Si	-1.925	-5.784	3.465	0.002	-0.003	-0.003
Si	-1.924	-1.958	3.451	-0.001	-0.003	0.001
Si	1.938	1.93	3.375	-0.001	-0.003	0.003
Si	1.932	5.772	3.379	-0.005	0.007	0.006
Si	1.932	-5.879	3.428	0	-0.004	-0.005
Si	1.947	-1.967	3.419	-0.006	-0.005	0.005
Si	5.793	1.901	3.434	0	0.002	0.005
Si	5.803	5.848	3.446	0	0.003	0.002
Si	5.797	-5.778	3.493	0.002	-0.003	-0.004
Si	5.792	-1.955	3.481	-0.002	0	0.004
Si	9.668	1.987	3.342	0	-0.002	0.005
Si	9.655	5.841	3.382	-0.002	0	0.004
Si	9.656	-5.84	3.401	0	0.001	0.002
Si	9.66	-1.871	3.347	0.004	0.001	0.003
Si	-1.884	-0.043	4.842	-0.006	-0.005	-0.004
Si	-1.896	3.879	4.637	0.002	-0.001	-0.006
Si	-1.938	-7.694	4.886	-0.003	-0.002	0.004
Si	-1.925	-3.865	4.888	0.011	0.002	-0.004
Si	1.959	0.019	4.725	0.004	-0.001	0.001
Si	1.942	3.853	4.721	0.005	0.007	0
Si	1.909	-7.85	4.815	0.003	0.002	-0.007
Si	1.966	-3.944	4.762	0.004	0.006	-0.01
Si	5.806	-0.019	4.873	0.005	-0.002	-0.01
Si	5.773	3.871	4.734	-0.004	-0.004	-0.011
Si	5.788	-7.702	4.917	0.002	0	0.003
Si	5.781	-3.862	4.951	-0.007	0.002	-0.007
Si	9.673	0.087	4.667	-0.002	-0.006	-0.002
Si	9.663	3.906	4.677	-0.008	0.005	-0.012
Si	9.635	-7.765	4.833	-0.002	0.001	0.007
Si	9.615	-3.829	4.6	-0.025	0.005	-0.019
Si	0.112	-0.032	6.177	0.003	0.002	0.003
Si	-0.008	3.846	6.019	-0.001	0.008	-0.003
Si	0.01	-7.828	6.281	-0.004	-0.01	-0.004
Si	0.1	-3.917	6.214	0.004	0.004	-0.005
Si	3.808	-0.013	6.194	-0.008	0.006	0.012
Si	3.842	3.846	6.105	-0.002	0.001	0.005
Si	3.805	-7.872	6.257	0.002	-0.01	-0.002
Si	3.785	-3.988	6.319	-0.008	0	0.003
Si	7.834	0.093	6.132	0.003	0.003	-0.001
Si	7.734	3.902	6.015	0.007	-0.004	0.01
Si	7.745	-7.662	6.318	-0.002	-0.004	0.007
Si	7.85	-3.746	6.153	0.016	-0.003	0.001
Si	-3.916	0.009	6.064	-0.001	0.002	0
Si	-3.825	3.92	5.919	0	-0.006	0.007
Si	-3.912	-7.73	6.235	0	-0.002	-0.002
Si	-4.03	-3.836	6.022	0.009	0	0.023
Si	0.057	1.985	7.439	0.005	-0.011	0.009
Si	-0.046	5.599	7.593	-0.006	0.004	-0.011
Si	0.711	-5.867	7.452	-0.025	0.002	-0.001
Si	0.775	-1.973	7.426	-0.026	0	0.007
Si	3.804	1.967	7.525	0.004	-0.011	-0.007
Si	3.835	5.628	7.684	-0.006	-0.005	-0.005
Si	3.15	-6.03	7.576	0.026	0.014	0.004
Si	3.178	-1.955	7.415	0.021	0.002	-0.001
Si	7.799	2.042	7.478	-0.001	0.004	-0.005
Si	7.703	5.725	7.506	0.004	0.01	-0.012
Si	8.407	-5.617	7.502	0.004	-0.003	0.006
Si	8.469	-1.772	7.408	0.005	0	0.005
Si	-3.854	2.017	7.271	0.007	-0.004	-0.008
Si	-3.787	5.686	7.467	0.006	0.009	-0.002
Si	-4.641	-5.729	7.331	-0.002	-0.001	0.012
Si	-4.571	-1.891	7.289	-0.001	-0.004	0.01
Si	-1.965	2.391	8.579	0.001	0.004	-0.002
Si	-1.968	4.855	8.821	-0.01	0	0.005
Si	1.9	2.575	8.849	-0.01	-0.018	0.002
Si	1.835	5.043	8.918	0.005	0.011	0.015
Si	5.801	2.405	8.685	-0.006	-0.019	-0.008
Si	5.851	4.886	8.775	0.01	0.027	0.016
Si	-5.656	2.745	8.567	0.001	0.005	0.012
Si	-5.758	5.147	8.577	0.001	-0.004	0.01
Si	-3.075	-2.265	9.043	-0.004	0.007	-0.029
Si	-2.03	-6.888	30.203	-0.214	-0.131	-0.026
Si	-2.03	-3.021	30.203	-0.217	0.102	-0.065
Si	-2.03	-14.623	30.203	-0.239	0.025	0.002
Si	-2.03	-10.756	30.203	-0.249	0.024	-0.023
Si	1.837	-6.888	30.203	0.218	-0.125	0.025
Si	1.837	-3.021	30.203	0.203	0.141	0.014
Si	1.837	-14.623	30.203	0.23	0.022	0.057
Si	1.837	-10.756	30.203	0.231	-0.017	-0.018
Si	5.704	-6.888	30.203	-0.178	-0.06	-0.015
Si	5.704	-3.021	30.203	-0.17	0.085	-0.075
Si	5.704	-14.623	30.203	-0.212	-0.032	-0.004
Si	5.704	-10.756	30.203	-0.185	-0.009	-0.03
Si	9.571	-6.888	30.203	0.208	-0.04	0.047
Si	9.571	-3.021	30.203	0.206	0.093	0.011
Si	9.571	-14.623	30.203	0.245	-0.006	0.09
Si	9.571	-10.756	30.203	0.19	-0.053	0.011
Si	-0.096	-6.888	31.57	0.006	0.007	-0.061
Si	-0.096	-3.021	31.57	0.006	0.022	-0.048
Si	-0.096	-14.623	31.57	0.009	-0.018	-0.053
Si	-0.096	-10.756	31.57	0.014	-0.021	-0.066
Si	3.771	-6.888	31.57	-0.007	-0.004	0.056
Si	3.771	-3.021	31.57	-0.023	0.024	0.048
Si	3.771	-14.623	31.57	-0.015	-0.001	0.048
Si	3.771	-10.756	31.57	-0.009	-0.018	0.046
Si	7.638	-6.888	31.57	-0.004	-0.019	-0.047
Si	7.638	-3.021	31.57	0.001	0.014	-0.042
Si	7.638	-14.623	31.57	0.006	0.027	-0.047
Si	7.638	-10.756	31.57	-0.002	-0.013	-0.057
Si	-3.964	-6.888	31.57	-0.007	-0.032	0.059
Si	-3.964	-3.021	31.57	-0.001	0.048	0.059
Si	-3.964	-14.623	31.57	-0.005	0	0.059
Si	-3.964	-10.756	31.57	0.005	-0.024	0.051
Si	-0.096	-4.955	32.937	-0.009	-0.058	0.004
Si	-0.096	-1.088	32.937	-0.011	0.027	0.035
Si	-0.096	-12.689	32.937	-0.018	0.065	0.012
Si	-0.096	-8.822	32.937	-0.003	-0.007	-0.007
Si	3.771	-4.955	32.937	0.004	0.013	-0.02
Si	3.771	-1.088	32.937	0.007	0.038	-0.026
Si	3.771	-12.689	32.937	0.023	-0.018	-0.019
Si	3.771	-8.822	32.937	0.025	-0.042	-0.007
Si	7.638	-4.955	32.937	-0.006	-0.05	0.012
Si	7.638	-1.088	32.937	-0.004	0.003	0.031
Si	7.638	-12.689	32.937	-0.003	0.048	0.023
Si	7.638	-8.822	32.937	0.008	-0.011	0.005
Si	-3.964	-4.955	32.937	-0.006	-0.001	-0.015
Si	-3.964	-1.088	32.937	0.018	0.04	-0.017
Si	-3.964	-12.689	32.937	-0.002	-0.01	-0.008
Si	-3.964	-8.822	32.937	-0.007	-0.028	-0.003
Si	0	0	0.683	0.008	0.048	-0.012
Si	0	3.867	0.683	-0.153	-0.001	0.007
Si	0	-7.734	0.683	-0.035	-0.026	-0.034
Si	0	-3.867	0.683	-0.007	0.021	0.03
Si	3.867	0	0.683	0.056	0.033	-0.011
Si	3.867	3.867	0.683	0.16	-0.016	0.007
Si	3.867	-7.734	0.683	0.105	-0.021	-0.03
Si	3.867	-3.867	0.683	0.032	0.027	0.036
Si	7.734	0	0.683	-0.157	-0.003	-0.028
Si	7.734	3.867	0.683	-0.157	-0.017	0.002
Si	7.734	-7.734	0.683	-0.165	-0.014	-0.033
Si	7.734	-3.867	0.683	-0.051	0.013	0.046
Si	11.602	0	0.683	0.095	0.003	-0.038
Si	11.602	3.867	0.683	0.148	-0.028	0.001
Si	11.602	-7.734	0.683	0.088	-0.035	-0.038
Si	11.602	-3.867	0.683	0.03	0.008	0.034
Si	-5.542	-5.277	21.262	-0.019	0.007	0.008
Si	-4.859	-0.266	20.9	-0.009	-0.001	-0.009
Si	-5.705	-12.633	21.187	-0.008	-0.002	0.023
Si	-5.295	-8.348	20.834	-0.001	0.009	-0.008
Si	-2.49	-4.532	21.569	0.015	-0.005	0.015
Si	-2.072	-1.36	21.491	0.02	0.006	0.012
Si	-2.753	-11.758	20.715	-0.003	0.01	-0.011
Si	-2.16	-8.756	21.323	0.011	-0.011	0.019
Si	2.561	-5.23	20.885	0.001	-0.004	-0.003
Si	2.661	-0.879	20.908	0.007	-0.009	-0.002
Si	2.418	-13.189	20.506	0.008	0.013	-0.007
Si	2.341	-8.424	20.586	0.003	-0.001	0
Si	5.648	-4.65	21.405	-0.003	0.011	0.015
Si	5.77	-1.584	21.241	-0.005	-0.001	0.019
Si	5.34	-12.394	21.163	0.006	-0.001	0.015
Si	5.297	-9.376	20.823	-0.009	0.005	-0.005
Si	-0.825	-6.422	10.097	-0.002	0	0.023
Si	-0.273	-1.408	9.444	0.011	0.014	-0.001
Si	5.016	-4.472	10.96	0.005	0.004	0.005
Si	4.204	-2.063	9.514	-0.016	0.004	-0.012
Si	7.752	-4.879	9.711	-0.005	-0.008	-0.038
Si	7.416	-1.793	9.537	0.008	-0.01	-0.028
Si	-3.376	-5.215	9.213	-0.02	0.007	-0.028
Si	0.516	-6.19	17.004	0.001	0.001	0.005
Si	-0.448	0.466	16.779	0.001	-0.003	0.009
Si	0.184	-10.918	16.233	0.001	0.001	0.003
Si	3.574	-6.94	10.721	-0.006	0	0.016
Si	6.437	-3.408	13.546	0.001	-0.002	-0.01
Si	-2.435	4.888	11.178	0.009	0.006	-0.006
Si	2.845	-0.8	12.023	-0.011	-0.003	-0.003
Si	8.403	-7.208	11.651	-0.006	-0.004	0.001
Si	1.779	-8.745	17.67	-0.002	-0.001	0.008
Si	6.829	0.909	11.157	0.012	0.003	0.014
Si	5.824	-9.004	11.452	0.001	0.002	-0.001
Si	-5.644	-4.289	18.294	-0.003	-0.003	0.003
Si	9.55	2.017	14.342	0.004	0.004	-0.017
Si	-4.814	-12.048	16.711	0	0.002	0.003
Si	-1.757	-6.92	14.98	-0.003	0.002	-0.007
Si	1.14	1.291	10.704	-0.009	-0.01	-0.025
Si	1.012	-8.48	11.272	0.001	0.006	-0.006
Si	2.418	-3.975	16.245	-0.003	0	0.007
Si	-3.953	-3.479	11.538	0.007	0.002	0.003
Si	9.36	2.798	11.481	0.008	-0.005	-0.001
Si	-7.11	-12.782	18.527	-0.001	0.006	-0.001
Si	-1.669	1.992	11.506	0.002	-0.014	-0.008
Si	-5.462	5.639	10.844	-0.005	-0.003	-0.012
Si	1.579	-3.019	18.911	0.001	-0.008	0.001
Si	-1.506	-6.51	19.342	0.006	0.002	-0.007
Si	-0.608	-9.447	13.563	0.001	0.003	-0.009
Si	4.591	0.622	16.459	-0.004	0.001	0.007
Si	4.52	-9.162	16.379	0.001	0.001	0.003
Si	-3.834	-6.717	17.234	-0.003	0.003	-0.002
Si	4.687	-6.174	16.853	0.001	0.003	0.001
Si	5.806	4.8	14.211	0	0.007	-0.013
Si	7.549	-5.776	17.061	0	0.009	0.005
Si	0.137	-2.261	12.298	-0.006	0.008	-0.012
Si	-2.078	-12.585	17.682	-0.003	-0.001	0.013
Si	9.399	-2.991	13.762	-0.009	-0.006	-0.001
Si	6.352	1.763	14.002	0.001	-0.001	-0.015
Si	-4.412	-0.696	15.195	0.005	-0.001	-0.011
Si	2.017	-13.247	17.31	-0.001	0.001	0.012
Si	8.285	-5.677	14.299	0.003	0.002	-0.012
Si	-1.63	-0.081	13.883	-0.002	-0.001	-0.017
Si	-1.351	-4.679	12.732	0.003	-0.006	-0.007
Si	-5.545	-9.248	17.811	0.004	0.001	0.011
Si	-1.143	-1.831	18.714	-0.006	-0.002	-0.008
Si	6.132	-6.923	19.267	-0.004	-0.006	-0.008
Si	6.293	0.689	19.16	-0.001	0.002	0.001
Si	-4.143	-1.648	18.115	-0.004	0.007	0.01
Si	7.175	-10.383	16.876	-0.002	0	0.002
Si	3.973	-1.874	14.722	-0.002	0	-0.008
O	-4.006	-5.105	21.816	0.008	-0.002	0.009
O	-5.951	-1.088	21.813	-0.008	-0.004	0.009
O	-3.389	-0.388	21.597	-0.006	0.01	0.003
O	-4.354	-11.692	21.078	0.002	0.004	-0.003
O	-3.733	-8.291	21.3	0.007	0.005	0
O	-6.208	-9.082	21.965	-0.013	-0.011	0.011
O	-2.016	-12.7	21.832	0.009	-0.015	0.011
O	1.452	-4.88	22.012	-0.003	0	0.01
O	4.015	-4.724	21.399	0.006	-0.004	-0.005
O	4.146	-1.411	21.275	0.006	0	-0.002
O	1.652	-1.182	22.125	-0.003	-0.003	0.001
O	1.24	-12.821	21.594	-0.015	0.005	0.028
O	3.699	-12.363	21.104	-0.003	0.002	0
O	1.53	-8.861	21.913	-0.001	0.002	-0.003
O	3.725	-9.262	20.462	0.006	0.003	0.013
O	5.468	-8.813	22.33	-0.006	-0.002	-0.005
O	0.22	-5.765	9.039	0.015	0.011	-0.009
O	3.576	-6.472	9.145	0.001	0.001	-0.019
O	6.135	-5.077	9.923	0.002	0	0.004
O	5.811	-1.916	9.196	0.011	0.003	0.003
O	-2.326	-6.47	9.43	0.002	-0.02	0.003
O	-5.798	-6.8	20.699	-0.004	-0.003	-0.004
O	-5.745	-4.33	19.932	-0.004	0.002	0.003
O	5.608	-14.351	15.291	0.005	0.002	-0.004
O	-5.275	-14.174	20.85	0.003	-0.001	-0.002
O	-5.485	-9.161	19.439	-0.004	-0.003	-0.008
O	-2.578	-2.917	21.315	-0.012	-0.005	-0.005
O	-1.918	-5.189	20.19	-0.001	-0.004	-0.007
O	3.487	-13.664	16.731	-0.002	0.001	0
O	5.726	1.479	10.087	-0.013	0.009	-0.01
O	-2.083	-10.273	20.719	-0.001	-0.002	-0.002
O	-1.1	-11.438	17.082	0	0.001	-0.002
O	-1.245	-7.748	20.389	0.003	0.007	-0.005
O	2.126	-4.41	19.556	-0.003	0.004	0
O	-0.061	-3.05	18.875	0.002	-0.005	0.004
O	-1.194	-0.986	20.133	-0.002	0	0.001
O	-0.868	0.54	15.198	0.002	0.002	0.005
O	-7.218	-6.426	15.744	0	-0.004	-0.002
O	2.752	0.694	20.557	0.005	-0.006	-0.002
O	4.73	-6.639	18.439	0.002	0.002	0.002
O	6.115	-3.156	20.879	-0.003	-0.012	-0.004
O	6.295	-5.773	20.406	-0.001	0.001	0
O	-4.728	-0.802	19.375	0.003	0.001	0
O	6.436	-0.663	20.056	0.001	-0.003	-0.003
O	5.828	-10.908	20.651	-0.003	0	0.001
O	5.76	-13.562	20.106	-0.001	0.001	0.001
O	6.191	-8.412	19.88	-0.001	-0.001	0.002
O	-4.679	-10.52	17.263	0	-0.002	-0.002
O	-2.106	1.503	10.003	-0.001	0.001	0.002
O	0.418	-0.013	9.974	0.009	0.006	0.001
O	-0.183	4.859	14.653	0.001	0	0.006
O	4.407	-8.312	11.03	-0.004	0.001	0.002
O	-1.393	5.498	12.254	-0.001	-0.003	0.007
O	-0.547	-6.893	16.034	0	0	0.001
O	3.767	-0.999	10.686	0.004	0.003	0.003
O	1.604	5.687	10.459	0.005	-0.01	-0.01
O	4.204	-5.722	11.615	0.001	-0.003	0.002
O	3.947	-3.572	10.116	-0.003	-0.005	0.006
O	-7.725	-14.29	18.607	-0.002	-0.006	-0.001
O	2.291	-2.911	17.459	0.005	-0.008	-0.009
O	7.503	-0.519	10.622	-0.002	0.001	0.014
O	8.629	-6.831	13.215	0.001	-0.001	0.003
O	6.082	5.276	10.376	-0.001	-0.002	-0.011
O	8.021	-3.263	10.066	-0.006	0.006	0.005
O	-5.258	2.367	10.156	0.001	0.002	-0.007
O	6.054	-5.311	16.621	-0.001	-0.001	0
O	7.905	2.12	11.279	-0.012	-0.003	0.004
O	-5.396	2.212	12.812	-0.004	0.004	0.007
O	-0.344	-7.934	10.501	-0.001	-0.001	0.001
O	2.164	0.689	11.858	0.003	0	0.01
O	-0.193	-6.072	18.477	-0.003	0	0.003
O	-0.437	-2.381	10.763	0.002	-0.003	0.003
O	7.932	1.881	14.381	-0.005	-0.002	0.008
O	6.85	-4.945	13.954	0	-0.002	0.009
O	-1.629	-8.369	14.251	0.001	-0.001	0.004
O	2.814	-3.033	14.957	0	-0.001	0.009
O	-7.108	-4.495	17.621	-0.004	-0.002	-0.001
O	3.195	-9.425	17.271	-0.002	-0.001	-0.001
O	0.995	-4.806	16.268	0.008	0.003	0
O	-5.476	-12.146	15.225	-0.002	-0.002	0.002
O	-3.896	5.603	11.333	-0.003	-0.002	0.005
O	-2.674	-2.318	18.405	0.001	0.001	0.001
O	-1.366	-14.032	17.693	0.001	-0.001	-0.004
O	-5.277	-3.057	12.352	0.006	0	-0.011
O	2.072	-1.663	19.634	0.002	0.005	0.005
O	6.925	-7.815	11.37	0.003	0.001	0.004
O	-5.702	-12.94	17.741	0.006	0.001	-0.006
O	1.8	-7.183	17.19	0	-0.002	0
O	2.626	-6.823	20.606	0	0.003	0.001
O	2.062	-7.233	11.226	-0.001	-0.002	0.003
O	-2.51	-3.831	8.841	-0.003	-0.004	0.002
O	-5.203	-2.819	17.815	0.004	0.003	-0.006
O	7.414	-6.871	18.256	0.001	-0.003	0.004
O	-4.933	-7.897	17.19	0	-0.003	-0.001
O	-1.597	-5.711	13.931	0.002	0.004	0.001
O	1.485	-8.84	19.266	0.004	0	0
O	7.093	-10.585	15.241	0.001	0	0.003
O	0.58	-9.494	16.892	0.001	-0.002	0
O	1.412	-11.992	16.433	-0.001	-0.001	0.002
O	-2.693	-7.024	18.352	0.009	0.001	0.007
O	-3.333	-12.686	16.657	0.003	0.001	0.004
O	5.784	-9.643	17.302	-0.003	-0.001	-0.001
O	-0.023	2.184	11.469	-0.001	0.007	0.012
O	3.994	-0.827	15.981	-0.001	-0.001	0.004
O	-4.06	-0.717	16.785	0.002	-0.002	0.013
O	5.332	0.381	17.891	-0.005	-0.001	-0.006
O	2.062	-12.846	18.927	-0.001	0	-0.009
O	-1.82	-1.218	8.879	0.003	0.005	0.003
O	3.708	-0.96	13.39	0.004	0.001	0.009
O	8.549	-5.827	10.79	0.01	-0.003	0.015
O	-3.173	-6.676	15.745	0.004	0	0
O	-0.626	-1.017	17.4	0.001	0.006	-0.003
O	-2.53	3.347	11.733	-0.003	0.006	0.007
O	5.916	5.791	12.926	0.002	-0.006	0.007
O	-2.037	1.028	12.759	0.001	0.003	0.007
O	7.341	-11.799	17.689	-0.001	-0.003	0.001
O	7.838	-2.552	13.482	0	0.003	0.007
O	1.718	-1.967	12.14	0.005	0.001	0.01
O	3.547	-5.118	16.451	-0.001	0.001	0.003
O	9.423	-4.504	14.388	-0.003	-0.002	0.007
O	-0.596	-1.102	13.164	0.002	-0.001	0.01
O	-3.019	-0.797	14.347	0.008	0	0.006
O	4.496	-10.117	15.044	0	0	0.006
O	-7.056	-9.421	17.26	-0.001	0.002	-0.002
O	-6.799	-12.187	20.03	-0.011	0.007	-0.007
O	4.634	-7.567	15.973	0	0.002	0.006
O	-4.571	-5.34	17.667	0	0.001	-0.002
O	9.503	-8.329	11.247	0.001	-0.003	0.007
O	-5.215	0.681	14.918	-0.006	0.006	0.008
O	5.413	-2.655	14.567	-0.001	0.001	0.005
O	0.739	-8.792	12.865	-0.004	-0.004	0.004
O	-2.705	-3.785	12.54	-0.004	-0.004	0.004
O	-3.654	-2.187	10.576	-0.004	0.007	0.012
O	-0.919	-5.495	11.409	0.002	-0.001	0.003
O	-4.18	-4.821	10.605	-0.003	-0.003	0.007
O	6.181	0.798	12.669	-0.001	0.003	0.004
O	-0.115	-3.671	13.072	-0.003	-0.002	0.006
O	9.191	4.428	11.631	0.002	0.013	0.006
O	-2.553	-12.325	19.209	0.005	-0.003	-0.01
O	5.697	-3.513	12.091	-0.006	-0.005	-0.002
O	1.098	-14.559	17.007	0	-0.001	-0.003
O	5.697	3.247	13.708	0	-0.005	0.007
O	-5.359	-1.953	14.778	-0.005	0.001	0.01

Results
free energy: -274587.930 eV
free energy less fixed offsets of O -568.88, Si -635.61 eV per atom: -12.650 eV

The program warned: the cutoff lies below the one the program advises for these potential files; the forces do not sum to zero within the program's tolerance; the exchange-correlation potential is rough where the density is thin.
